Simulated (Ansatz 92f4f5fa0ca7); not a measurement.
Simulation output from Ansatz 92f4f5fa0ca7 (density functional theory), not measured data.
Periodic cell of 218 atoms, Si128O86P4, from a study of silicon, its oxide and their interface. The atomic structure is a simulated model.
Doubt: the cutoff is far below the 930 eV that the study's wrapper takes by default for these files, so forces and energies are approximate.
This geometry differs little from another in the collection (a relaxation step or a small displacement).

Settings: functional PBE; potential files Ansatz PAW; basis plane waves; wave-function cutoff 580 eV; density cutoff ratio 5; exchange-correlation grid ratio 1; k mesh 1 x 1 x 1, Gamma-centred; self-consistency stop 5e-08 eV per atom in the density residual; occupations fixed; spin none; net charge 0.

Cell vectors (angstrom)
a 10.938 0 0
b 0 10.938 0
c 0 0 32.0846

Atoms and the computed forces on them: element, x, y, z (angstrom), force x, y, z (eV/angstrom)
P 10.7929 0.1776 24.4834 0.0032 -0.0018 -0.0117
Si 5.7035 10.4926 24.6055 0.005 0.0116 -0.0193
Si 2.5601 3.0183 24.519 0.0034 0.0086 -0.014
Si 8.5354 2.4685 24.687 -0.0035 0.0011 -0.0075
Si 0.3256 5.2597 24.712 -0.0062 -0.0016 -0.0132
Si 5.3151 5.7038 24.6181 -0.0067 -0.0069 -0.0027
P 2.9944 7.9568 24.4881 -0.0019 0.0103 -0.0241
Si 8.1353 8.4572 24.7033 0.0023 -0.0028 -0.0119
Si 1.3713 1.3372 25.8309 -0.0082 0.002 0.0033
Si 6.8247 1.303 25.8542 -0.0033 0.0095 0.0026
Si 4.1347 4.1077 25.9232 0.0119 -0.0038 0.0028
Si 9.6619 4.0697 26.0018 -0.008 0.0034 0.003
Si 1.5327 6.8607 25.9566 0.0065 -0.0151 0.0082
Si 6.9185 6.8363 25.9471 0.0082 -0.0075 0.005
Si 4.1041 9.3982 25.958 0.0066 -0.0097 0.0098
Si 9.6779 9.6991 25.9773 -0.0088 0.0031 0.0038
Si 2.7457 -0.0395 27.2391 -0.003 -0.0015 -0.0045
Si 8.1961 0.0124 27.3194 -0.0013 -0.0125 0.0104
Si 0.0723 2.6824 27.324 0.0135 0.0051 0.0095
Si 5.4964 2.7063 27.2577 -0.0053 -0.0025 -0.0114
Si 2.7799 5.4404 27.3411 -0.0114 -0.0012 0.011
Si 8.2368 5.4316 27.3038 0.0016 0.0015 -0.01
Si 0.0539 8.2048 27.275 0.003 0.0064 -0.0036
Si 5.5168 8.1465 27.3451 -0.0005 0.012 0.0096
Si 4.1018 1.3673 28.6664 -0.0012 -0.1191 -0.4553
Si 9.5708 1.3673 28.6664 0.0633 0.0238 0.161
Si 1.3673 4.1018 28.6664 0.1666 -0.1069 0.2312
Si 6.8362 4.1018 28.6664 -0.0105 -0.1826 -0.11
Si 4.1018 6.8362 28.6664 0.1929 -0.1783 0.4481
Si 9.5708 6.8362 28.6664 0.1744 0.063 -0.2591
Si 1.3673 9.5708 28.6664 0.1344 0.0812 -0.0474
Si 6.8362 9.5708 28.6664 0.0904 -0.0142 0.1803
Si 0 0 30.0336 -0.0851 0.0059 -0.0056
Si 5.469 0 30.0336 -0.0063 -0.0508 -0.0189
Si 2.7345 2.7345 30.0336 -0.0892 0.1063 -0.0038
Si 8.2035 2.7345 30.0336 0.0558 0.0456 -0.0068
Si 0 5.469 30.0336 0.0621 -0.0108 -0.0217
Si 5.469 5.469 30.0336 -0.1018 0.0459 0.0263
Si 2.7345 8.2035 30.0336 0.0559 0.0329 -0.0117
Si 8.2035 8.2035 30.0336 -0.0171 0.1275 -0.0039
Si 1.3673 1.3673 31.4009 0.0269 -0.0241 -0.0358
Si 6.8362 1.3673 31.4009 0.0098 0.0333 -0.0039
Si 4.1018 4.1018 31.4009 0.1002 -0.1044 -0.0236
Si 9.5708 4.1018 31.4009 -0.0611 0.0211 -0.0015
Si 1.3673 6.8362 31.4009 -0.0066 0.0014 -0.0124
Si 6.8362 6.8362 31.4009 0.0418 -0.1054 -0.0246
Si 4.1018 9.5708 31.4009 -0.017 -0.0154 0.0052
Si 9.5708 9.5708 31.4009 0.0766 -0.0298 -0.0071
Si 2.7345 0 0.6835 -0.0524 0.0532 0.0348
Si 8.2035 0 0.6835 -0.0206 0.0073 0.011
Si 0 2.7345 0.6835 0.0187 0.0026 -0.006
Si 5.469 2.7345 0.6835 -0.1159 0.1344 0.0028
Si 2.7345 5.469 0.6835 0.0102 -0.0126 -0.0008
Si 8.2035 5.469 0.6835 -0.0038 0.0248 0.0398
Si 0 8.2035 0.6835 -0.0458 0.0317 0.0064
Si 5.469 8.2035 0.6835 0.0312 -0.0051 0.0069
Si 4.1018 1.3673 2.0507 0.1056 -0.0103 -0.0295
Si 9.5708 1.3673 2.0507 -0.0194 0.0218 0.0554
Si 1.3673 4.1018 2.0507 -0.0463 -0.0385 0.0482
Si 6.8362 4.1018 2.0507 0.0156 -0.1468 -0.0817
Si 4.1018 6.8362 2.0507 -0.0023 -0.0099 0.0575
Si 9.5708 6.8362 2.0507 0.117 -0.0085 -0.028
Si 1.3673 9.5708 2.0507 -0.0069 -0.1105 -0.0332
Si 6.8362 9.5708 2.0507 -0.033 0.0182 0.0457
Si 0 0 3.418 -0.1543 -0.3153 0.2911
Si 5.469 0 3.418 -0.0707 0.1556 -0.2866
Si 2.7345 2.7345 3.418 -0.0263 -0.0608 0.1732
Si 8.2035 2.7345 3.418 -0.5419 0.0485 -0.4584
Si 0 5.469 3.418 -0.1221 0.253 -0.2449
Si 5.469 5.469 3.418 0.1745 0.1168 0.2775
Si 2.7345 8.2035 3.418 -0.189 0.1904 -0.1656
Si 8.2035 8.2035 3.418 0.134 0.0345 0.4285
Si 1.332 1.3656 4.7876 0.0128 -0.0092 0.0101
Si 6.824 1.3635 4.7719 0.0169 0.0048 -0.0143
Si 4.1058 4.1068 4.7894 0.0032 -0.0031 0.0059
Si 9.4401 4.2011 4.6958 -0.0036 -0.0017 -0.0005
Si 1.3327 6.8756 4.7709 -0.0177 -0.0016 -0.0161
Si 6.8206 6.8846 4.8419 -0.0057 0.012 0.0051
Si 4.0482 9.6385 4.7518 0.005 -0.0016 -0.0162
Si 9.5538 9.5652 4.8847 0.0017 -0.0019 -0.0004
Si 2.647 -0.0482 6.2142 -0.0057 0.0119 -0.0044
Si 8.0844 -0.011 6.2301 -0.0105 0.0136 -0.0105
Si -0.2062 2.7441 5.9177 -0.0117 -0.0033 -0.012
Si 5.4217 2.6778 6.1531 -0.0109 0.0044 -0.0041
Si 2.7582 5.5459 6.0835 0.0083 -0.0089 -0.0078
Si 8.18 5.5042 6.2468 0.0069 -0.0043 -0.0076
Si 0.0329 8.1943 6.2929 0.0051 -0.006 -0.0042
Si 5.4717 8.3886 6.1264 0.0002 -0.0041 -0.0148
Si 4.2645 1.1252 7.5595 0.0064 -0.0118 -0.0047
Si 9.2713 1.6637 7.4708 0.002 -0.0019 0.0181
Si 1.0778 4.2616 7.0825 0.0131 -0.0128 0.0418
Si 6.98 3.847 7.4737 0.0032 -0.0062 0.01
Si 3.8689 7.2029 7.39 0.0125 0.0132 0.0167
Si 9.8799 6.4676 7.6768 -0.0058 0.004 0.0169
P 1.5257 9.3981 7.6266 -0.0041 0.0101 0.0143
P 6.5811 9.7983 7.6367 0.0008 -0.0139 0.0241
O 2.7062 8.2631 7.9585 -0.0065 -0.0066 -0.0071
O 8.1408 2.7726 8.0074 0.002 0.0004 -0.0046
O 4.1686 6.8202 24.121 0.0001 0.0004 0.0036
O 9.6398 1.3375 24.1379 0.0016 -0.0012 0.0031
O 5.4284 0.0091 8.0191 -0.0001 0.0069 -0.0019
O 0.1058 5.3098 7.9182 0.0021 -0.0016 -0.0179
O 1.3839 4.1194 24.1575 0.0007 -0.0022 0.0023
O 6.9527 9.4913 24.2073 -0.0006 -0.0026 0.0038
O 4.5694 6.5995 8.7483 -0.004 -0.0008 -0.0039
O 9.3602 6.7449 9.2309 0.0045 -0.0006 -0.0069
O 3.7217 1.8132 8.9898 -0.0027 0.0007 -0.0008
O 1.6982 3.0616 8.0099 -0.0042 0.0166 0.0029
O 6.1585 4.4491 8.7799 -0.0017 0.0011 -0.0024
O 10.1261 1.1173 8.775 -0.0033 0.0002 -0.009
O 10.6504 5.9286 23.353 0.0008 -0.0005 0.0007
O 5.9867 5.0293 23.2569 -0.0031 0.003 -0.0001
O 4.9602 10.7623 23.1689 -0.0013 -0.0014 0.005
O 7.9593 3.2171 23.3437 -0.0006 -0.0005 -0.0014
O 8.8341 7.8845 23.3342 0.0001 0.0014 0.0008
O 3.2936 2.6867 23.0759 -0.0023 -0.0016 0.0046
Si 6.5969 1.492 15.4029 0.0002 0.0001 -0.0003
Si 4.9423 10.7705 21.5418 -0.0009 0.0001 -0.0024
Si 7.7327 7.5889 16.0114 -0.0005 -0.0005 -0.0011
Si 6.004 1.5029 12.2058 -0.0003 -0.0009 0.0016
Si 0.805 0.0247 17.2499 -0.0004 -0.0001 -0.0016
Si 1.182 1.5266 14.4715 -0.0003 -0.0001 0.0001
Si 6.5046 5.2615 17.8535 -0.0001 -0.0004 -0.0019
Si 10.7212 1.3133 10.2873 -0.0007 -0.0009 0.0027
Si 7.2841 4.4081 22.4668 0.0011 -0.0009 -0.0032
Si 3.0824 8.7934 17.1308 -0.0002 -0.0003 -0.0019
Si 4.0463 5.4429 19.815 0 -0.0001 -0.0019
Si 5.321 4.7608 15.1285 -0.0003 -0.0003 -0.0004
Si 0.145 10.0852 12.4433 -0.0002 -0.0004 0.0016
Si 1.9507 2.0263 19.1345 -0.0003 -0.0001 -0.0018
Si 9.4962 6.6658 22.4892 0.0012 0.0003 0.0018
Si 8.5065 3.2187 11.5686 -0.0001 -0.0005 0.0033
Si 0.2025 7.5555 19.897 -0.0008 -0.0009 -0.0016
Si 3.231 5.1499 11.2724 -0.0006 0.001 0.0042
Si 9.3215 9.4447 17.9989 -0.0002 0 -0.002
Si 4.9174 1.7095 17.9848 0 0.0002 -0.002
Si 6.9809 3.1145 19.5793 0.0003 0.0003 -0.0012
Si 0.3336 4.5086 15.365 -0.0003 -0.0004 -0.0009
Si 2.7426 6.5915 14.943 -0.0001 -0.0004 -0.0004
Si 5.6241 5.739 9.6352 0.001 0.0002 0.0052
Si 8.4974 8.1452 12.9854 -0.0003 -0.0001 0.001
Si 2.7359 8.0886 12.236 0.0003 0.0002 0.0021
Si 3.5555 2.6229 21.466 0.0005 -0.0007 -0.0029
Si 8.4242 6.2521 10.4909 0.0005 -0.001 0.0056
Si 6.9863 0.1564 19.4659 0.0005 0.0004 -0.0019
Si 8.2666 3.9184 14.6669 -0.0003 -0.0003 0.0005
Si 3.668 2.9651 13.2556 -0.0005 -0.0006 0.0019
Si 3.2276 8.3203 20.2115 0.0003 -0.0004 -0.0011
Si 5.587 9.6915 15.5446 0.0002 -0.0001 -0.0008
Si 5.5482 9.5 12.4889 0 0 0.0009
Si 2.4039 2.7095 9.4164 -0.0038 0.0015 -0.01
Si 1.3231 4.9223 18.4261 -0.0001 -0.0005 -0.0017
O 1.4662 9.1438 12.061 -0.0007 0.0004 -0.0021
O 8.4722 4.633 10.7473 -0.0007 -0.0002 -0.003
O 4.2081 9.7465 16.4166 -0.0006 -0.0003 -0.0005
O 4.2556 5.9487 14.7734 -0.0002 -0.0004 -0.0012
O 4.5775 2.2961 12.0719 -0.0003 0.0002 -0.0024
O 6.4268 10.4875 20.8856 -0.0005 -0.0005 0.0005
O 7.1576 2.297 11.3548 -0.0003 0.0003 -0.0026
O 2.6691 7.7519 13.8194 0 -0.0004 -0.0006
O 5.4953 2.8985 18.9319 -0.0004 -0.0002 -0.0003
O 2.2464 1.9729 20.7342 -0.0001 0 0.0001
O 4.6135 3.4486 14.4849 0.0001 0 -0.0004
O 8.7819 8.5032 16.8101 -0.0002 0 -0.0008
O 8.8685 7.0078 11.8648 0 -0.0007 -0.0019
O 1.2515 0.941 15.9847 -0.0003 -0.0002 -0.0003
O 6.3696 1.48 13.7929 -0.0001 -0.0004 -0.0022
O 4.8432 5.2927 11.0021 0.0014 -0.0002 -0.0018
O 9.613 4.7069 15.2501 0 -0.0002 -0.0009
O 0.466 0.3657 13.5347 -0.0001 -0.0005 -0.0019
O 0.4819 6.1192 19.15 -0.0002 0.0004 -0.0007
O 1.5921 8.2872 20.3745 0.0001 0 -0.0005
O 3.7752 6.8306 20.6762 -0.0002 -0.0001 -0.0015
O 7.6076 4.2225 18.5332 -0.0004 -0.0003 -0.0006
O 2.6654 4.1857 10.0762 -0.0019 -0.0026 -0.0065
O 6.2572 8.2528 15.8486 -0.0002 -0.0002 -0.001
O 6.7647 10.8322 15.7973 -0.0002 -0.0005 -0.0007
O 5.0784 9.8272 14.0105 -0.0002 -0.0003 -0.0011
O 2.9454 4.2972 12.6399 -0.0002 -0.0005 -0.003
O 2.5618 6.658 11.3924 -0.0001 -0.0004 -0.0025
O 7.4461 6.323 17.0259 0 -0.0002 -0.0003
O 2.6439 1.8267 13.8051 0.0001 -0.0002 -0.0018
O 7.8468 2.5737 15.578 -0.0005 -0.0003 -0.0009
O 9.8248 2.4164 11.0744 0.0003 -0.0002 -0.0022
O 5.469 4.6481 16.7416 0.0001 -0.0001 -0.0003
O 5.5137 5.7231 19.0962 -0.0005 -0.0003 -0.0001
O 7.0172 8.7482 12.5527 -0.0001 -0.0003 -0.0013
O 3.3035 1.8411 18.1888 -0.0004 -0.0004 -0.0005
O 5.8099 10.905 11.6752 0.0002 -0.0001 -0.0011
O 1.6764 9.597 17.1969 -0.0001 -0.0003 -0.0005
O 0.5162 3.0261 14.6625 -0.0003 0 -0.0011
O 5.6402 0.3255 18.5183 0.0001 -0.0006 -0.0008
O 8.6725 3.4936 13.1576 -0.0001 -0.0001 -0.0017
O 2.9208 5.2729 18.6188 0 -0.0003 -0.0004
O 7.7048 1.6429 19.6182 -0.0005 -0.0007 -0.0001
O 6.8917 6.6564 10.0803 -0.0019 0.0001 -0.0034
O 10.1755 7.27 21.1641 0.0004 0.0006 -0.0018
O 5.3594 1.8901 16.4191 -0.0004 -0.0005 -0.0006
O 0.7465 4.7054 16.9232 0.0001 -0.0004 -0.0003
O 1.0112 0.7949 18.6738 -0.0001 -0.0003 -0.0002
O 1.423 5.6004 14.7151 -0.0001 0.0001 -0.0011
O 3.9157 4.1249 20.8418 -0.0003 -0.001 -0.0003
O 8.0783 10.0636 18.8575 -0.0007 -0.0001 -0.0002
O 9.7701 9.2162 12.9768 0.0001 -0.0002 -0.0019
O 10.3164 8.5808 18.9455 0.0001 -0.0004 -0.0004
O 10.1551 10.6177 17.2278 0 -0.0001 -0.0009
O 1.3498 1.8212 10.297 0.0031 0.0022 -0.0054
O 4.6554 1.4223 21.1909 -0.0007 -0.0007 0
O 10.6441 -0.1236 11.0472 0.0002 -0.0003 -0.0017
O 3.6161 8.4894 18.6343 -0.0002 -0.0002 -0.0008
O 2.7462 7.3723 16.3828 -0.0003 0 -0.0004
O 8.3382 5.5889 22.1138 -0.002 -0.0017 -0.001
O 8.3593 7.4542 14.4827 -0.0004 0.0002 -0.0009
O 6.8353 3.7286 21.0682 0.0001 -0.0002 -0.0001
O 4.2367 8.706 11.8464 -0.0008 -0.0006 -0.0028
O 6.8855 4.8568 14.5625 -0.0002 0 -0.0014
O 3.8818 9.6008 21.0307 -0.0004 -0.0001 -0.0012
O 1.1249 3.4237 19.0211 -0.0001 -0.0005 -0.0009

Results
free energy: -133300.933 eV
free energy less fixed offsets of O -568.88, P -755.39, Si -635.61 eV per atom: 2.387 eV

The program warned: the cutoff lies below the one the program advises for these potential files; the forces do not sum to zero within the program's tolerance; the exchange-correlation potential is rough where the density is thin.
